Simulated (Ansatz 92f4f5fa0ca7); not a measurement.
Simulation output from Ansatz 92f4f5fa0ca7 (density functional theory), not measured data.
Periodic cell of 122 atoms, Si78O44, from a study of silicon, its oxide and their interface. The atomic structure is a simulated model.

Settings: functional r2SCAN; potential files Ansatz norm-conserving; basis plane waves; wave-function cutoff 1300 eV; density cutoff ratio 4; exchange-correlation grid ratio 1; k mesh 2 x 2 x 1, shifted by 0.5 0.5 0.5 of a step; self-consistency stop 5e-08 eV per atom in the density residual; occupations Fermi-Dirac, 0.05 eV; spin none; net charge 0.

Cell vectors (angstrom)
a	10.88	0	0
b	0	10.88	0
c	0	0	18.0622

Atoms and the computed forces on them: element, x, y, z (angstrom), force x, y, z (eV/angstrom)
Si	0.2828	-0.0284	-0.1565	-1.0351	-1.3164	0.2613
Si	2.0696	4.2652	-0.5836	-3.4578	1.162	-2.545
Si	0.0574	5.5553	0.4044	-1.4154	0.5426	-0.6078
Si	1.5575	8.7592	-0.2978	2.4167	-0.295	-1.2083
Si	4.4112	-0.8933	-0.7683	-0.2329	-0.6148	0.4818
Si	7.6895	2.4597	0.5248	-1.6091	0.0568	-2.9502
Si	6.3677	5.3323	-0.2074	0.212	-2.7405	-0.0058
Si	9.0332	8.2916	0.2092	-0.8362	-0.7261	-0.374
Si	1.3736	1.586	0.9419	2.2556	0.5276	-1.928
Si	4.0857	4.4216	1.5044	0.7086	0.7687	-0.7916
Si	1.327	7.0464	1.6387	-0.371	0.0973	-1.167
Si	4.8081	10.259	1.6642	0.4134	-0.4387	-1.2418
Si	6.2256	1.2767	2.0455	1.532	-0.4498	0.7132
Si	9.5304	3.7405	1.3519	0.1135	1.2863	0.8149
Si	7.2802	6.9925	1.0227	0.4322	-0.0437	2.1042
Si	9.5859	9.9251	1.9172	2.0514	-1.5118	-1.915
Si	0.3413	2.6457	2.5822	-1.2506	1.3556	1.2044
Si	2.8599	0.2602	2.6336	-1.1578	-1.331	-0.4228
Si	0.1234	8.2502	3.1137	-2.7941	-0.0531	-0.9657
Si	2.7197	5.653	2.8544	-0.1557	-0.3736	-0.7573
Si	5.1332	2.7122	3.5394	1.5182	0.198	-1.9639
Si	7.9911	0.0387	3.2099	-0.1274	1.0061	-0.5761
Si	5.8197	8.1287	2.6991	-1.6569	0.1948	-0.97
Si	8.1522	5.1969	2.799	1.1539	2.033	-1.7825
Si	1.562	4.1262	4.0843	-2.662	0.1226	-0.2551
Si	3.8184	1.1954	4.4739	-0.0447	-0.0562	1.116
Si	1.4918	9.4062	4.3231	0.2342	2.5912	0.1967
Si	4.0044	6.8673	4.1165	2.0357	1.8405	0.1964
Si	6.9061	4.2337	4.3765	-2.5037	-0.6431	1.1154
Si	9.7217	1.5303	4.0306	-1.3502	-1.5862	1.6563
Si	6.8093	9.2365	4.4271	0.1555	1.3627	0.5872
Si	9.3039	6.8571	4.2139	0.6203	-0.9822	0.1005
Si	-0.2147	-0.2312	5.5748	0.9295	1.3309	-0.352
Si	2.4904	2.7118	5.5665	1.4649	-0.2737	1.9984
Si	-0.2422	5.3272	5.4297	1.4575	-0.1277	-2.2518
Si	2.7273	8.0654	5.638	-0.4078	-0.7571	-1.0112
Si	5.329	-0.1219	5.7612	0.5551	0.011	-1.0998
Si	8.0765	2.5892	5.6603	1.5822	0.29	-0.4564
Si	5.3867	5.815	5.5923	0.6537	-1.4964	0.5719
Si	8.0139	7.9475	5.9232	-0.2456	1.0316	-0.308
Si	1.1455	1.2621	6.868	-0.3313	-0.6791	0.6316
Si	4.1342	4.2966	6.9786	-0.468	-0.8391	-0.2563
Si	1.2439	6.5277	6.6136	-1.3362	2.5638	-1.2717
Si	3.9372	9.4177	6.9008	-0.0512	-0.3237	1.939
Si	6.7574	1.1282	7.1372	0.6598	1.1323	0.8862
Si	9.5748	4.1085	6.9348	-1.4276	-2.173	-1.1235
Si	6.4512	6.9616	7.3671	0.9036	-1.317	-0.5729
Si	9.313	9.4549	7.179	-0.6491	0.6754	-1.5553
Si	-0.244	2.5257	8.2541	0.0959	-1.0634	0.3373
Si	2.4225	-0.3771	8.2389	-0.0779	1.5137	-0.7431
Si	-0.4081	7.7221	7.8559	2.2119	-0.6165	1.5823
Si	2.4148	5.5237	8.0509	1.8494	-1.8017	1.6588
Si	6.1493	3.4752	8.3356	-1.1016	-1.3537	-1.5843
Si	8.0489	-0.4078	8.8652	0.4121	1.3058	-1.0915
Si	4.7921	8.0848	8.6304	1.999	1.9403	0.1349
Si	7.8211	4.9595	8.0414	-0.5879	2.273	-0.5074
Si	0.8881	4.229	9.2062	0.431	-1.1251	2.2285
Si	2.9035	0.4075	10.362	1.8788	0.4904	0.2236
Si	1.0539	9.0305	9.2707	-0.8865	-3.1704	1.8138
Si	3.3247	6.8593	9.7166	-2.6532	-0.0226	0.2175
Si	7.3247	3.0147	10.2109	-0.2405	-0.8941	2.1298
Si	9.1342	1.4578	9.9203	0.5394	-0.3499	0.1346
Si	5.7405	9.5361	10.5429	2.1702	-2.6072	2.704
Si	9.4659	6.1349	9.2656	-0.5478	-0.6857	-1.7115
Si	6.5416	-0.8232	14.9862	-1.9728	-0.5272	-1.2079
Si	-4.3179	7.7478	13.2588	-1.7075	-0.0768	-1.8736
Si	2.4618	4.8636	11.568	-0.5414	0.0857	0.1752
Si	0.2271	5.8382	13.3713	-1.4342	-0.1035	-1.7562
Si	4.6497	16.842	15.2237	2.733	-3.0706	-0.8823
Si	8.4008	-5.2711	11.7815	-0.476	0.8097	1.7562
Si	5.7087	1.5941	11.3049	-2.3693	0.56	-0.6305
Si	0.2908	0.0216	11.5575	2.6188	-1.3157	-2.0894
Si	2.264	9.9078	13.1468	3.3853	-1.3511	-0.1645
Si	13.1319	-5.3371	15.3977	-1.1934	-0.9455	0.0077
Si	3.9536	11.6879	14.8755	0.8503	-0.5579	0.406
Si	1.4324	-3.2602	14.8733	-0.2498	0.9879	-0.374
Si	4.331	3.4451	13.5196	3.0458	-1.5182	5.5518
Si	8.6435	-0.0315	16.6775	-1.1558	-0.2244	-1.6922
O	1.9114	2.6754	-0.4911	-1.0682	-2.0868	2.3397
O	1.1045	-2.4328	-1.8515	-0.9487	0.3211	0.6868
O	3.2803	-2.1733	-0.6713	-0.4766	1.7183	0.4531
O	4.163	2.9044	2.0283	-0.1639	0.358	0.9764
O	-1.0477	6.8482	-0.2722	1.1278	-0.1805	0.3764
O	0.1036	7.4674	-4.1873	0.137	-3.1216	0.6944
O	5.7503	-1.3025	-1.6295	0.8406	-0.4545	-1.5623
O	3.8917	0.4228	-1.6167	-0.2622	-0.3858	1.1764
O	7.8016	0.9507	-0.3784	1.3779	1.6877	0.7572
O	10.2721	0.2867	-1.6052	-0.6208	-0.3431	2.1048
O	5.6255	4.9049	1.2685	-0.9377	0.0289	-0.8765
O	7.0491	3.7862	-0.6432	0.2712	0.026	2.3223
O	8.435	9.2131	-1.0892	1.2787	0.4625	0.9258
O	7.4701	8.908	-4.102	-3.57	1.4545	2.1324
O	1.85	3.6897	10.5303	0.0041	2.7644	0.2602
O	1.3646	-4.9794	12.2036	0.1646	-0.747	-1.1453
O	5.2533	2.5676	12.5773	1.1283	-1.2003	-1.4876
O	4.1767	1.4339	10.3275	1.6188	0.1491	1.2751
O	2.0096	7.7995	10.0946	0.0878	1.5232	-0.9719
O	0.1273	9.6616	10.5013	0.4981	-0.6324	-0.9074
O	3.6261	5.9202	11.0002	-0.237	-1.1939	0.0785
O	7.2636	9.3414	9.7231	-0.8223	0.7578	0.3881
O	6.0363	-0.0115	11.5199	-0.3945	1.0026	-1.2485
O	7.7613	4.1937	11.2981	-0.449	0.3019	-0.1717
O	9.9127	0.8915	11.3526	-3.1806	2.2866	-0.4255
O	5.7783	-2.4537	11.8641	0.5485	-0.5389	0.3129
O	10.4035	4.9666	9.8809	2.0239	0.0684	-0.3668
O	8.6021	6.5878	10.4881	-0.4949	0.9371	2.5192
O	1.0086	4.8002	14.3845	0.1061	0.7483	0.978
O	3.446	4.6478	18.0749	2.3411	0.4382	1.6739
O	-5.3988	7.0128	14.3099	0.1822	1.6868	-1.1758
O	5.5302	5.9688	16.6369	-0.8479	0.0134	0.1388
O	3.7031	2.3397	14.6154	0.7462	1.6323	-0.5589
O	7.7221	11.0543	15.2753	2.1981	0.6515	1.7534
O	2.4644	-2.5001	13.8579	0.5293	2.3168	-0.9065
O	3.0943	10.2496	11.6238	-0.7272	-1.4985	2.3867
O	-1.2045	5.1966	12.7063	2.2173	1.1184	0.9017
O	7.5623	-4.2802	12.7895	0.0875	-1.3239	-0.784
O	13.5769	-10.7173	14.1812	-1.2297	-1.3458	-0.8841
O	5.2146	4.4101	14.6426	-2.2904	0.5825	-2.2735
O	0.7203	-0.763	12.9662	-2.529	2.1025	-2.2435
O	-5.6208	0.0812	14.2055	2.1593	-1.3339	1.2223
O	3.131	4.0399	12.786	-1.8063	1.6792	-1.6945
O	1.4465	0.9731	10.6551	-2.1182	-0.0478	2.206

Results
free energy: -29587.789 eV
free energy less fixed offsets of O -463.61, Si -117.95 eV per atom: 11.151 eV
pressure: -2.14 GPa
stress xx, yy, zz, yz, xz, xy (GPa, positive in tension): 0.56, 3.36, 2.52, -2.32, -1.1, -0.74
